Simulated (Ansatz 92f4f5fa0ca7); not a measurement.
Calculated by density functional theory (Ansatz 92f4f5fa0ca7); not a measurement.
Periodic cell of 348 atoms, Si240O108, from a study of silicon, its oxide and their interface. The atomic structure is a simulated model.
Doubt: the cutoff is far below the 930 eV that the study's wrapper takes by default for these files, so forces and energies are approximate.

Settings: functional PBE; potential files Ansatz PAW; basis plane waves; wave-function cutoff 580 eV; density cutoff ratio 5; exchange-correlation grid ratio 1; k mesh 1 x 1 x 1, Gamma-centred; self-consistency stop 5e-08 eV per atom in the density residual; occupations fixed; spin none; net charge 0.

Cell vectors (angstrom)
a	11.6015	0	0
b	0	13.3963	0
c	0	0	40.1353

Atoms and the computed forces on them: element, x, y, z (angstrom), force x, y, z (eV/angstrom)
Si	0	2.2327	1.1851	-0.0132	0.0039	0.0275
Si	3.8672	2.2327	1.1851	-0.0054	0.0112	0.004
Si	7.7343	2.2327	1.1851	0.006	-0.0002	0.0051
Si	1.9336	5.5818	1.1851	-0.0044	0.0019	0.007
Si	5.8008	5.5818	1.1851	-0.0074	0.0021	0.0005
Si	9.6679	5.5818	1.1851	-0.006	-0.0221	-0.0319
Si	0	8.9308	1.1851	0.0038	0.0055	0.0124
Si	3.8672	8.9308	1.1851	-0.0139	0.0049	-0.0054
Si	7.7343	8.9308	1.1851	-0.0011	-0.0174	0.0286
Si	1.9336	12.2799	1.1851	-0.0153	0.0115	0.0073
Si	5.8008	12.2799	1.1851	-0.0095	0.0065	0.0215
Si	9.6679	12.2799	1.1851	-0.0002	0.0138	-0.0054
Si	1.9336	1.1164	1.9745	0.0283	-0.0225	-0.0103
Si	5.8008	1.1164	1.9745	0.0146	-0.0022	-0.0025
Si	9.6679	1.1164	1.9745	-0.0214	-0.0343	0.0073
Si	0	4.4654	1.9745	-0.0295	0.0192	0.0024
Si	3.8672	4.4654	1.9745	0.0449	-0.0025	0.0038
Si	7.7343	4.4654	1.9745	0.0501	0.0369	0.0016
Si	1.9336	7.8145	1.9745	0.0294	-0.0071	0.0075
Si	5.8008	7.8145	1.9745	0.0035	-0.0056	-0.0045
Si	9.6679	7.8145	1.9745	0.0097	-0.0287	-0.0075
Si	0	11.1635	1.9745	0.0204	0.0012	0.0016
Si	3.8672	11.1635	1.9745	0.0099	-0.0347	-0.009
Si	7.7343	11.1635	1.9745	0.0207	0.0128	-0.0109
Si	1.9336	1.1164	4.3426	0.0644	-0.0447	0.0948
Si	5.8008	1.1164	4.3426	0.0614	-0.0131	0.0639
Si	9.6679	1.1164	4.3426	-0.0074	-0.034	-0.0377
Si	0	4.4654	4.3426	-0.0575	0.0426	-0.0691
Si	3.8672	4.4654	4.3426	0.1148	0.0338	-0.0778
Si	7.7343	4.4654	4.3426	0.092	0.0847	-0.0149
Si	1.9336	7.8145	4.3426	0.0819	-0.0032	-0.0612
Si	5.8008	7.8145	4.3426	0.0375	0.012	0.0957
Si	9.6679	7.8145	4.3426	0.0338	-0.0337	0.0502
Si	0	11.1635	4.3426	0.0621	-0.0043	-0.0081
Si	3.8672	11.1635	4.3426	0.0255	-0.0448	0.071
Si	7.7343	11.1635	4.3426	0.0484	0.0229	0.1728
Si	0	0	35.7948	-0.1645	-0.0253	-0.1738
Si	3.8672	0	35.7948	0.0036	0.0386	-0.0013
Si	7.7343	0	35.7948	-0.0382	0.0753	0.0384
Si	1.9336	3.3491	35.7948	-0.0655	0.0376	0.0154
Si	5.8008	3.3491	35.7948	0.0152	-0.0014	0.1194
Si	9.6679	3.3491	35.7948	-0.1208	-0.0857	-0.1234
Si	0	6.6981	35.7948	-0.0328	-0.0558	0.125
Si	3.8672	6.6981	35.7948	-0.1301	-0.0395	0.0641
Si	7.7343	6.6981	35.7948	0.0552	-0.1199	-0.0691
Si	1.9336	10.0472	35.7948	-0.09	0.0988	-0.027
Si	5.8008	10.0472	35.7948	0.0116	0.0497	0.0404
Si	9.6679	10.0472	35.7948	-0.0227	0.0191	-0.0086
Si	0	0	38.1629	-0.0636	-0.013	0.0106
Si	3.8672	0	38.1629	-0.007	0.0232	0.0026
Si	7.7343	0	38.1629	-0.0112	0.0523	0.0018
Si	1.9336	3.3491	38.1629	-0.0146	0.0336	0.0076
Si	5.8008	3.3491	38.1629	0.0149	0.0098	-0.0085
Si	9.6679	3.3491	38.1629	-0.0471	-0.0273	0.0084
Si	0	6.6981	38.1629	-0.006	-0.0256	-0.0054
Si	3.8672	6.6981	38.1629	-0.0556	-0.012	0.008
Si	7.7343	6.6981	38.1629	0.0328	-0.0523	0.0064
Si	1.9336	10.0472	38.1629	-0.0227	0.0626	0.0101
Si	5.8008	10.0472	38.1629	0.0122	0.0091	0.0022
Si	9.6679	10.0472	38.1629	-0.0022	0.0128	-0.0011
Si	0	2.2327	38.9523	0.0119	0.0021	-0.0288
Si	3.8672	2.2327	38.9523	0.0084	-0.0086	-0.0076
Si	7.7343	2.2327	38.9523	-0.0073	0	0.0256
Si	1.9336	5.5818	38.9523	-0.0003	-0.0009	0.0263
Si	5.8008	5.5818	38.9523	0.0069	-0.0075	-0.0111
Si	9.6679	5.5818	38.9523	0.0097	0.0221	0.0071
Si	0	8.9308	38.9523	-0.0036	-0.0077	-0.0151
Si	3.8672	8.9308	38.9523	0.0119	-0.0063	-0.0211
Si	7.7343	8.9308	38.9523	0.0021	0.0165	-0.019
Si	1.9336	12.2799	38.9523	0.0194	-0.0137	-0.0089
Si	5.8008	12.2799	38.9523	0.0097	-0.0055	-0.0088
Si	9.6679	12.2799	38.9523	-0.0023	-0.0108	-0.0001
Si	0.007	-0.0862	28.728	0.2138	-0.1526	-0.3797
Si	3.8003	-0.0294	28.6495	0.139	-0.1507	-0.6311
Si	7.7094	-0.0591	28.3276	0.3311	-0.1402	-0.6754
Si	1.7294	3.4577	28.8058	-0.1267	0.1866	-0.7322
Si	5.5499	3.3893	28.6436	-0.4907	0.0213	-0.4096
Si	9.5059	3.3387	28.6988	-0.0789	-0.0104	-0.5658
Si	-0.0722	6.5895	28.812	-0.0745	-0.1406	-0.5894
Si	3.7345	6.7185	28.7263	-0.1191	-0.0341	-0.8454
Si	7.6099	6.8203	28.7701	-0.1818	0.2761	-0.4405
Si	1.9568	10.0451	28.7925	0.3552	0.006	-0.5149
Si	5.7498	10.1129	28.943	-0.0277	0.2179	-0.5901
Si	9.4889	9.9223	28.5959	-0.3426	-0.2661	-0.5232
Si	-0.1414	2.19	29.4397	-0.0542	-0.0147	0.2386
Si	3.679	2.2197	29.4184	0.0855	0.0112	0.3306
Si	7.5456	2.1691	29.1999	0.0809	0.0902	0.2702
Si	1.8691	5.6152	29.6702	0.0587	0.062	0.3678
Si	5.6882	5.6081	29.3961	0.2154	-0.0293	0.3937
Si	9.5131	5.5786	29.4528	0.0997	0.0411	0.3403
Si	-0.0781	8.9073	29.2641	0.0576	-0.0239	0.2038
Si	3.8328	8.9023	29.5879	-0.1169	0.0185	0.3716
Si	7.6632	8.96	29.7045	-0.045	-0.0026	0.2924
Si	1.9283	12.2606	29.5559	-0.2258	0.0151	0.4394
Si	5.7993	12.3973	29.4225	-0.1517	-0.1952	0.4916
Si	9.5803	12.2131	29.2456	0.0724	0.0663	0.3246
Si	-0.0818	2.2152	31.8248	-0.0471	-0.0321	0.043
Si	3.7617	2.2172	31.8257	-0.0254	-0.0409	-0.0331
Si	7.631	2.202	31.6795	-0.028	-0.0496	0.083
Si	1.8956	5.6024	31.9855	-0.0199	-0.0059	0.0733
Si	5.7461	5.5791	31.8002	0.006	-0.0462	0.0722
Si	9.5877	5.5795	31.8294	-0.0507	-0.0206	0.0802
Si	-0.0503	8.931	31.7172	0.0155	0.0281	0.1156
Si	3.8477	8.9072	31.9302	-0.012	-0.0086	0.0668
Si	7.694	8.9417	32.0097	0.0143	0.0256	0.0744
Si	1.914	12.2717	31.9028	0.0729	-0.0499	0.0324
Si	5.7807	12.3301	31.823	0.0958	0.1316	0.0477
Si	9.6126	12.2583	31.7033	0.0635	-0.012	0.0687
Si	1.8544	1.1125	32.6667	0.011	0.0079	-0.0955
Si	5.7308	1.147	32.6356	0.005	-0.0512	-0.1523
Si	9.5731	1.0945	32.5723	0.0011	-0.0086	-0.2183
Si	-0.0726	4.4554	32.6408	0.0357	-0.0006	-0.1189
Si	3.8377	4.4476	32.6583	-0.0035	0.0316	-0.1308
Si	7.6698	4.4243	32.5946	0.0138	0.0404	-0.1904
Si	1.8659	7.8555	32.6709	0.0579	-0.0264	-0.1086
Si	5.7669	7.7772	32.702	-0.0089	0.0124	-0.0688
Si	9.6611	7.8096	32.6504	-0.0387	-0.0006	-0.1205
Si	-0.0549	11.1516	32.5966	-0.0191	-0.004	-0.2227
Si	3.8718	11.1678	32.6545	-0.0768	0.0058	-0.1446
Si	7.7046	11.2056	32.654	0.0003	0.0138	-0.1045
Si	1.9267	1.1193	35.0211	-0.0242	-0.014	-0.0009
Si	5.7966	1.1229	35.0041	-0.0039	0.0187	-0.0018
Si	9.6522	1.1125	34.9684	0.0025	-0.0299	0.0233
Si	-0.0104	4.4617	35.005	-0.0181	-0.0157	0.0146
Si	3.8687	4.4611	35.0168	0.0511	-0.038	-0.0032
Si	7.7262	4.4553	34.9809	-0.0209	-0.0414	0.0146
Si	1.9208	7.8229	35.024	-0.009	0.0364	0.0062
Si	5.7967	7.8065	35.0423	0.0014	-0.0273	-0.0096
Si	9.6748	7.8127	35.013	0.0328	-0.0008	-0.0091
Si	-0.0118	11.1604	34.9807	0.011	-0.0264	0.0254
Si	3.8705	11.1669	35.0129	0.0516	-0.0196	0.0188
Si	7.7335	11.1736	35.0138	0.0215	0.0412	0.0165
Si	0.0004	0.0016	5.1308	-0.0426	0.0219	-0.0015
Si	3.8761	-0.0068	5.1397	0.0061	-0.0227	-0.0409
Si	7.7357	0.0045	5.1517	-0.0167	0.0291	-0.0064
Si	1.9344	3.3581	5.0995	0.0032	0.0516	-0.0019
Si	5.816	3.3543	5.1243	0.0323	0.0339	-0.0116
Si	9.6696	3.3427	5.1282	0	-0.0588	0.0005
Si	0.0112	6.7007	5.1278	0.0192	0.0176	-0.0145
Si	3.8701	6.6938	5.1346	-0.034	-0.0079	-0.0016
Si	7.7363	6.7035	5.1509	-0.0156	0.0384	-0.0073
Si	1.9338	10.0423	5.1376	-0.0206	0.0041	0.0039
Si	5.806	10.0481	5.1459	-0.0079	0.0075	-0.0126
Si	9.6788	10.0436	5.1304	0.0184	0.0025	-0.0061
Si	0.0204	0.0176	7.4962	0.0356	-0.042	0.1549
Si	3.9192	-0.0155	7.5079	-0.024	-0.004	0.1646
Si	7.7629	0.0165	7.5353	-0.0047	-0.0794	0.2089
Si	1.9821	3.3892	7.4415	-0.0175	-0.0079	0.0941
Si	5.8962	3.3778	7.4839	-0.0357	0.0129	0.1178
Si	9.7157	3.3145	7.4928	0.0123	0.0723	0.145
Si	0.0715	6.7015	7.4899	-0.0018	-0.0075	0.1246
Si	3.906	6.6825	7.5035	0.0255	-0.0039	0.1465
Si	7.7811	6.7282	7.5316	0.0366	-0.0608	0.1331
Si	1.9629	10.0279	7.5096	0.0369	0.0174	0.1703
Si	5.8491	10.0436	7.522	0.0387	0.0296	0.1903
Si	9.7472	10.0338	7.4956	-0.0512	0.0086	0.1317
Si	0.0963	2.2606	8.2828	0.0671	0.0276	-0.0081
Si	3.9297	2.272	8.1391	0.0206	-0.0174	-0.0432
Si	7.7865	2.25	8.4008	0.0324	0.0012	-0.0622
Si	1.9812	5.5822	8.363	-0.0061	0.055	-0.0765
Si	5.8524	5.6002	8.3435	-0.0662	0.0651	-0.001
Si	9.7434	5.5626	8.2119	-0.0484	-0.0403	-0.0784
Si	0.0545	8.8984	8.3843	0.0038	-0.0319	-0.0476
Si	3.9088	8.9056	8.3006	-0.0176	-0.0191	-0.0552
Si	7.8184	8.9732	8.343	0.034	0.1478	-0.0176
Si	1.9497	12.2815	8.2692	-0.0214	-0.0333	-0.0654
Si	5.8552	12.2646	8.3858	0.0254	-0.0301	-0.0888
Si	9.6995	12.2586	8.3013	-0.0579	0.0057	-0.0813
Si	0.1804	2.2777	10.6678	-0.2221	0.0009	-0.5246
Si	3.9694	2.3055	10.4493	0.0186	0.0332	-0.4499
Si	7.8101	2.29	10.8454	-0.0133	-0.1235	-0.3639
Si	1.9968	5.5768	10.7892	-0.0017	0.0595	-0.2651
Si	5.8661	5.6507	10.7551	-0.0122	0.0161	-0.3117
Si	9.786	5.5362	10.5441	-0.0109	0.1007	-0.3761
Si	0.0701	8.8499	10.8211	-0.0732	0.0736	-0.388
Si	3.9097	8.8949	10.6769	-0.0042	0.0357	-0.4794
Si	7.879	9.0582	10.7507	-0.1625	-0.2371	-0.4354
Si	1.9483	12.2696	10.6336	0.0411	0.1518	-0.2969
Si	5.8943	12.2648	10.8145	-0.1846	-0.0036	-0.2802
Si	9.6982	12.2489	10.6799	0.0218	0.1082	-0.3568
Si	2.1519	1.1305	11.3103	0.2911	-0.1715	0.6618
Si	5.7967	1.1605	11.3441	-0.0527	0.0847	0.5132
Si	9.8328	1.127	11.2493	0.2955	-0.0535	0.5044
Si	0.0544	4.4574	11.5331	-0.0206	-0.0322	0.7288
Si	3.9551	4.4485	11.4515	-0.0686	-0.1773	0.6248
Si	7.8491	4.5831	11.4239	0.053	0.2865	0.6634
Si	2.0364	7.7924	11.6172	0.1871	-0.0079	0.6555
Si	5.9283	7.947	11.3981	0.2634	0.246	0.3675
Si	9.6889	7.7014	11.4415	0.0186	-0.382	0.5886
Si	0.0223	11.1154	11.4343	-0.018	-0.2158	0.5209
Si	3.8719	11.1309	11.3393	-0.1677	-0.224	0.4068
Si	7.838	11.2421	11.7247	0.1594	0.2387	0.7315
O	-13.6794	5.1984	20.9867	0.0018	-0.015	-0.0222
O	-0.4449	-11.6574	25.8665	0.042	-0.0346	0.1368
O	5.2892	6.2001	13.9844	0.0674	0.0568	-0.1298
O	9.5444	7.2196	13.0656	0.0787	0.2908	-0.2846
O	0.4252	6.4938	14.7842	-0.0466	0.006	-0.1124
O	6.2286	10.8171	15.1966	0.008	-0.0088	-0.1159
O	2.2136	7.8053	13.3129	-0.0241	0.0863	-0.6675
O	-9.8426	12.1114	14.5361	-0.0808	0.0139	-0.141
O	3.5475	10.8197	12.955	0.0435	0.0798	-0.147
O	4.3869	9.5623	20.1289	0.0288	-0.0293	0.0068
O	-9.9571	0.6703	19.6892	-0.0145	0.0044	0.0358
O	5.3851	14.7023	12.9692	0.1334	-0.0739	-0.2752
O	4.8676	3.5726	27.099	0.1416	-0.0547	0.3905
O	2.3775	8.3221	25.2732	-0.0209	-0.039	0.196
O	7.9651	-0.2339	26.6269	-0.117	0.1703	0.9737
O	11.6184	6.1975	27.1775	-0.0825	0.19	0.2888
O	16.5427	2.2561	17.5178	-0.006	0.0313	-0.1243
O	2.1175	14.5434	25.615	-0.0853	0.0693	0.177
O	9.0129	9.55	26.9946	0.257	0.237	0.4077
O	2.5394	10.1355	27.2257	-0.1307	0.0115	0.2821
O	7.4905	7.297	27.1546	0.0278	-0.1899	0.2524
O	9.4225	3.3805	27.0189	0.0553	-0.0322	0.3818
O	-0.0548	-6.4932	20.7359	0.0063	-0.0742	-0.0217
O	1.4595	3.8953	27.1839	0.0935	-0.1989	0.2162
Si	14.8621	12.5377	22.7253	-0.2195	-0.0493	-0.3867
Si	4.5901	14.3194	18.3793	-0.0289	0.0531	0.0899
Si	4.0259	41.1547	13.8175	-0.0457	0.1622	0.0256
Si	0.2125	11.5877	14.534	0.0823	-0.0467	0.3037
Si	-6.4565	9.9181	15.9735	0.0417	0.124	0.2992
Si	12.3089	18.4288	26.2614	0.1242	-0.0098	0.0208
Si	1.7552	27.168	18.0695	0.0376	-0.0458	0.1107
Si	-8.321	24.9581	14.3764	0.1502	-0.147	0.2334
Si	6.8657	4.3938	23.6376	-0.05	0.0343	-0.3287
Si	20.746	13.8265	20.9074	-0.022	0.0632	0.0877
Si	-2.2697	-8.2085	19.3469	-0.0077	0.0089	0.1145
Si	-3.4913	21.8473	26.1622	0.1475	-0.2157	-0.0815
Si	17.7615	7.4944	14.3986	-0.2561	0.1321	0.2659
Si	7.8306	1.1983	15.9745	-0.0763	0.1017	0.1689
Si	-0.2457	18.415	14.7256	0.2139	-0.0054	0.2353
Si	2.7489	1.4237	20.6541	0.0088	-0.0103	-0.0317
Si	-1.149	0.9233	14.4261	-0.1402	0.1166	0.2057
Si	22.4413	19.2125	21.7655	-0.0328	0.0276	0.0974
Si	-22.5942	0.5392	25.7687	-0.0504	-0.1976	-0.4084
Si	-9.6783	7.1035	14.7607	-0.1254	0.0208	0.2056
Si	4.0792	5.1545	23.4574	0.2542	0.0858	-0.1033
Si	15.2045	0.471	25.5402	0.0054	-0.0587	-0.3301
Si	-2.7281	10.5156	17.5793	0.0722	-0.0438	0.2754
Si	-3.9263	22.4364	21.938	-0.0307	-0.028	-0.0321
Si	0.306	-2.4668	17.3936	0.0564	-0.041	0.3687
Si	16.418	22.2758	18.702	0.0095	0.1061	0.0846
Si	13.5852	8.3677	17.5827	-0.0734	0.1161	0.3252
Si	-6.4732	2.666	15.9604	0.1213	-0.1393	0.3153
Si	-11.3506	2.5527	16.437	-0.056	-0.1723	0.2415
Si	-2.7509	6.8271	23.7532	-0.1368	-0.154	-0.3224
Si	-10.8277	24.9803	23.8226	-0.0043	-0.2086	-0.3506
Si	2.9664	20.2389	25.5381	0.2074	0.1349	-0.3304
Si	4.2345	5.0867	14.4726	0.0342	-0.0999	0.3532
Si	7.7232	21.3477	18.9811	-0.0048	0.0426	0.1744
Si	5.8446	10.369	25.675	-0.1503	-0.1456	0.0185
Si	-4.6621	12.4574	19.3062	-0.0034	-0.0123	0.0128
Si	5.2276	10.504	21.1692	-0.0113	-0.0264	-0.0724
Si	-6.6605	29.9972	25.524	0.1871	0.2041	-0.5443
Si	2.7494	9.8514	25.648	-0.2096	-0.0381	-0.2894
Si	7.6722	12.8112	25.0511	0.024	0.1282	-0.6568
Si	19.8535	15.3583	23.4322	-0.2136	0.0574	-0.3512
Si	12.1189	6.1854	19.3559	0.0631	0.0841	0.0198
Si	21.1779	11.47	22.8563	0.1972	-0.1113	-0.2041
Si	-9.772	17.8322	21.3286	0.0487	0.0168	-0.007
Si	19.2591	11.5506	15.0065	-0.1112	0.0386	0.3949
Si	-1.3519	3.053	25.66	-0.256	-0.075	-0.3412
Si	9.3398	2.2311	18.4315	-0.0087	0.0056	0.0757
Si	8.7415	6.1226	13.9963	0.06	-0.0375	-0.0825
O	24.5954	-3.5463	17.9817	0.0046	-0.0222	-0.1431
O	0.4278	4.0991	15.9254	-0.0706	0.1581	-0.2289
O	-1.0171	15.8998	17.4429	0.0647	-0.0292	-0.1285
O	-0.0914	10.8852	13.1063	-0.0078	0.0735	-0.3367
O	4.7406	1.6064	25.3104	0.0046	-0.1043	0.2016
O	-2.3698	2.7354	24.4546	0.2532	0.145	0.2633
O	3.6617	12.8213	24.2819	0.035	0.1282	0.2819
O	19.0536	26.4589	15.5906	0.0159	-0.0833	-0.1039
O	10.719	-0.6329	14.8137	-0.0679	-0.0635	-0.1194
O	-3.9383	0.1015	20.3262	-0.0482	-0.0118	0.0174
O	8.3459	-6.9647	18.9012	-0.0037	-0.0456	-0.0774
O	-5.9959	5.086	22.8571	-0.0616	-0.0217	0.1149
O	4.0331	6.5366	24.332	-0.1391	0.0587	0.2262
O	8.0757	-7.9824	23.9673	0.0632	0.0793	0.1085
O	-6.3531	10.0296	17.6045	-0.0363	-0.0147	-0.1955
O	-1.3095	-12.329	12.8445	-0.006	0.0383	-0.0512
O	0.3689	18.0488	22.0663	-0.0222	0.0111	0.0224
O	3.6765	37.2823	15.5463	-0.1093	0.1304	-0.1774
O	-13.4118	12.4412	21.5281	-0.0149	0.0797	0.0102
O	1.0333	34.0334	18.2644	-0.0035	-0.0092	-0.095
O	7.8852	21.0776	22.7753	0.0151	-0.0022	0.0677
O	3.8969	4.2027	13.1356	0.001	0.0637	-0.4115
O	3.6118	20.1393	27.0357	0.1474	-0.0464	0.4941
O	11.5562	17.7665	13.2265	0.0552	0.0002	-0.4978
O	6.4085	30.552	25.0754	-0.092	-0.0952	0.2147
O	2.9228	5.8477	15.0491	0.0873	-0.0687	-0.0735
O	-3.4149	14.8319	17.5675	0.0366	-0.0423	-0.1308
O	12.0077	13.0372	27.1097	-0.0926	0.1418	0.3721
O	14.2554	1.1012	12.9333	-0.2014	-0.0357	-0.2138
O	-2.8601	10.7765	15.9652	-0.0308	0.0076	-0.174
O	-2.9355	23.6103	22.4235	-0.0169	0.0777	0.0429
O	9.1256	14.971	15.0872	0.071	0.0034	-0.1285
O	-4.9704	15.6	15.5341	0.0254	-0.0144	-0.0705
O	-14.4299	3.7045	18.9169	0.0017	-0.0017	-0.0264
O	12.4338	-0.9213	17.6687	-0.0269	-0.005	-0.0719
O	3.4823	34.9197	18.1731	-0.0391	-0.0655	-0.089
O	-9.8827	18.5628	19.8519	-0.0142	-0.0037	-0.076
O	13.3717	19.1721	25.2967	-0.1475	-0.206	0.0354
O	-0.4032	4.3242	25.3022	0.0681	0.0703	0.0466
O	-5.755	26.6894	18.4385	0.0113	-0.0124	-0.0281
O	6.2258	24.768	20.253	0.0538	0.0172	0.0033
O	4.1547	14.9355	19.8271	0.0002	0.0074	0.0277
O	-7.2924	11.5015	22.0469	0.0195	0.0234	0.0874
O	6.087	21.2468	18.8287	0.0289	-0.0374	-0.0284
O	6.402	11.7691	25.0213	-0.0214	0.0423	0.1735
O	5.8252	10.3389	27.2959	0.012	0.0231	-0.0037
O	14.9372	13.4584	17.7543	0.0138	0.0025	-0.043
O	-8.4583	0.5753	21.9781	0.0125	0.0031	0.1067
O	1.5935	10.7065	24.9	0.1258	0.0267	0.1632
O	13.3885	11.8446	22.5752	0.073	0.0439	0.1486
O	-3.2203	8.9736	17.8753	-0.0161	0.0156	-0.1171
O	-1.7424	14.6679	19.679	-0.0023	-0.0257	-0.0331
O	-2.5117	21.0523	25.1258	-0.0121	0.1246	0.1727
O	-3.5893	4.9848	13.0605	-0.1367	-0.1774	-0.2825
O	10.4308	24.1086	18.0718	-0.0435	0.0307	-0.1371
O	7.3808	14.2071	24.2152	-0.016	-0.2154	0.1961
O	4.2231	12.8765	14.4508	0.0491	0.0055	-0.1551
O	3.9525	1.9607	15.0898	-0.0765	-0.0246	-0.1392
O	11.0348	24.2526	23.269	-0.0002	0.0554	0.0881
O	9.1229	14.7963	22.199	0.0671	-0.0395	0.0438
O	3.0142	5.1077	22.2348	-0.0766	0.0084	0.0173
O	2.1639	16.2569	21.1314	-0.0271	-0.0261	-0.0026
O	19.6427	22.0729	20.4007	0.0341	-0.0405	-0.0425
O	-6.1895	-5.0422	15.5711	0.1194	-0.2517	-0.2311
O	-1.2722	19.9393	23.1181	0.0151	0.0125	0.0759
O	3.8722	-0.2844	26.9645	0.0582	0.0751	0.5043
O	0.102	1.7382	15.0357	0.0577	0.0171	-0.1614
O	4.9258	4.2545	15.705	-0.1575	0.2264	-0.2987
O	6.198	8.3684	13.023	-0.0223	-0.1419	-0.2449
O	-1.8375	18.7079	14.9879	-0.1832	0.0592	-0.046
O	8.0451	11.4778	13.417	-0.0806	-0.123	-0.8306
O	6.1277	22.9372	22.1318	-0.0139	0.0159	0.003
O	18.5162	22.5724	25.2925	0.0502	-0.0261	0.0711
O	7.305	3.1045	22.7376	0.0512	-0.046	0.2113
O	7.6325	6.9638	14.8701	0.1005	-0.0438	-0.0294
O	2.0204	8.1882	15.9684	0.0351	-0.1241	-0.2381
O	13.0324	15.1758	17.2705	-0.0788	0.041	-0.1364
O	-3.611	11.6531	18.3599	0.0254	-0.0301	-0.0592
O	-7.7476	3.9129	24.5167	-0.0692	-0.1102	0.2466
O	0.3008	26.3948	24.4739	-0.0072	0.3019	0.2492
O	4.3015	10.1221	25.1665	0.0905	0.064	0.1423
O	-0.7658	18.7829	18.7017	0.0536	0.0049	-0.0722
O	8.9276	-1.2321	24.1978	-0.1175	0.0298	0.2469
O	11.713	10.585	15.8074	-0.0058	0.0327	-0.2112

Results
free energy: -213989.577 eV
free energy less fixed offsets of O -568.88, Si -635.61 eV per atom: -4.137 eV

The program warned: the cutoff lies below the one the program advises for these potential files; the forces do not sum to zero within the program's tolerance; the exchange-correlation potential is rough where the density is thin.
